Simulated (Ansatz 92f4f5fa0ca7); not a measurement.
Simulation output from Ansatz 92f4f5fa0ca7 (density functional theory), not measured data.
Periodic cell of 238 atoms, Si134O104, from a study of silicon, its oxide and their interface. The atomic structure is a simulated model.

Settings
functional: r2SCAN
potential files: Ansatz norm-conserving
basis: plane waves
wave-function cutoff: 1300 eV
density cutoff ratio: 4
exchange-correlation grid ratio: 1
k mesh: 2 x 2 x 1, shifted by 0.5 0.5 0.5 of a step
self-consistency stop: 5e-08 eV per atom in the density residual
occupations: Fermi-Dirac, 0.05 eV
spin: none
net charge: 0

Cell vectors (angstrom)
a	11.5403	0	0
b	0	15.3871	0
c	1.712	2.3015	23.8381

Atoms and the computed forces on them: element, x, y, z (angstrom), force x, y, z (eV/angstrom)
Si	-0.3822	0.9788	-1.0432	-0.0816	0.1563	-0.2519
Si	-0.8789	4.65	2.0106	0.3781	-0.106	-0.7883
Si	-2.4073	9.1613	-0.1196	-0.2063	-0.154	-0.0304
Si	0.1433	12.3291	1.7413	0.8697	-0.1226	0.1251
Si	4.1694	-0.8648	1.305	-0.069	0.0866	-0.2769
Si	4.042	4.8597	-0.5747	0.0094	0.0023	-0.5727
Si	4.8716	8.5022	2.0802	-0.2535	0.1378	-0.2305
Si	2.084	11.7874	-0.6908	0.1983	0.0137	-0.5429
Si	6.8643	-2.0641	-2.0754	0.0424	0.0107	-0.2464
Si	6.1549	3.0446	-1.3659	0.1413	0.291	-0.382
Si	5.0237	8.9448	-0.2838	-0.2199	-0.0153	-0.4077
Si	5.2061	12.3514	1.6624	-0.3135	0.0621	-0.0655
Si	-0.8721	0.8919	2.164	0.5158	0.1779	-0.5697
Si	-0.5018	4.0726	-1.1769	-0.0416	-0.0028	-0.4566
Si	0.0378	8.5419	1.7523	0.2887	0.0433	-0.6584
Si	-1.6572	12.1967	0.2936	-0.5658	0.0567	-0.5888
Si	6.5042	0.4064	-0.1969	0.1864	0.1303	-0.0996
Si	4.2409	4.2899	2.1867	-0.5975	0.2035	-0.4748
Si	1.895	8.8531	-0.6873	-0.0424	-0.1826	-0.2011
Si	7.4614	12.6105	2.3093	0.2493	-0.0062	-0.5211
Si	8.3123	0.9613	2.2621	-0.6447	0.064	-0.6196
Si	8.2448	4.8941	2.3337	-0.4906	-0.108	-0.0988
Si	7.1932	8.731	2.3374	0.3896	0.014	-0.4459
Si	5.2382	11.3055	-0.4353	0.2315	-0.0153	-0.1477
Si	-0.0985	2.8187	3.3226	0.0155	-0.3144	0.0321
Si	0.0248	6.6064	3.1185	-0.0514	0.2559	0.1426
Si	0.0713	10.4843	3.1667	-0.124	-0.3719	0.2167
Si	-0.0179	14.3308	3.1971	-0.0177	0.1518	0.163
Si	3.8991	2.4157	3.6085	-0.0106	-0.3089	0.0551
Si	4.0462	6.5113	3.2281	0.0156	0.1376	0.1869
Si	4.2067	10.6046	3.1685	-0.0274	0.0082	-0.2555
Si	3.8187	15.3377	3.486	0.0468	0.0709	0.0889
Si	7.7303	2.877	3.5191	0.0355	-0.0955	-0.0622
Si	7.82	6.8099	3.5319	0.1588	0.0572	0.1556
Si	7.7062	10.6437	3.5463	0.1132	0.0225	0.0084
Si	7.6883	14.5399	3.6048	0.099	0.1581	0.0029
Si	-1.8729	2.8417	4.8306	-0.1823	0.0636	0.1766
Si	-1.7342	6.8144	4.7261	-0.2368	0.0451	0.1054
Si	-1.8043	10.5259	4.6478	-0.0388	-0.0214	-0.1312
Si	-1.8398	14.3902	4.807	-0.0592	-0.0217	0.1336
Si	1.8969	2.8222	4.7229	-0.0892	0.1509	0.0257
Si	2.0237	6.695	4.4955	0.0892	0.0489	-0.0471
Si	2.0974	10.5634	4.4294	0.207	0.0259	-0.1109
Si	1.8872	14.5963	4.6579	0.0457	-0.1391	-0.0542
Si	5.8185	2.7359	4.941	0.1355	0.2433	0.0874
Si	5.8358	6.6871	4.7736	-0.0734	-0.0483	0.1783
Si	5.8085	10.6924	4.887	0.1157	-0.0024	0.2087
Si	5.7188	14.6759	4.8827	-0.0572	-0.3095	-0.0853
Si	-1.8225	0.9826	6.2565	0.1314	-0.2029	-0.0271
Si	-1.7736	4.8349	6.0077	-0.0398	-0.1836	0.0955
Si	-1.9235	8.6973	6.1069	0.2753	0.0201	0.1622
Si	-1.925	12.3991	6.0038	0.1993	0.0669	-0.129
Si	1.8747	1.0014	6.2455	0.0615	0.0723	-0.0243
Si	2.0561	4.8197	5.9434	0.0715	-0.1019	0.1302
Si	2.0655	8.6591	5.9182	-0.0907	0.0518	0.0799
Si	2.0038	12.5041	5.8189	-0.0474	0.0585	-0.0445
Si	5.8911	0.9449	6.54	-0.1593	0.1009	0.1513
Si	5.8673	4.758	6.0923	0.0709	0.0073	0.0239
Si	5.7796	8.6753	6.1202	0.0221	0.0346	-0.0427
Si	5.7771	12.6787	6.1861	0.0152	-0.0818	0.0266
Si	0.0534	1.047	7.706	0.0241	0.0191	0.2482
Si	0.1627	4.7479	7.3068	-0.0465	0.3793	-0.362
Si	0.0848	8.7246	7.2784	-0.1162	0.1466	-0.2791
Si	0.0487	12.5022	7.1861	-0.0566	-0.1948	-0.2182
Si	3.7733	0.9778	7.7488	-0.0538	-0.0276	-0.0116
Si	3.9571	4.8119	7.4269	0.0631	0.1954	-0.1748
Si	3.9118	8.6459	7.5304	0.1193	-0.004	-0.1076
Si	3.7632	12.4882	7.387	0.1395	0.0501	-0.1396
Si	7.9468	0.9331	7.8419	0.0377	-0.0842	0.006
Si	7.8445	4.7781	7.3279	-0.1143	0.0311	-0.2502
Si	7.6392	8.726	7.5488	-0.1546	0.065	-0.1682
Si	7.8145	12.5486	7.496	-0.1552	0.0637	-0.2914
Si	2.1397	4.1269	10.1946	-0.0602	-0.1028	0.5328
Si	1.9132	6.51	9.8438	-0.2153	0.5084	-0.0342
Si	-0.1097	10.6317	8.6078	0.1065	0.1456	-0.0044
Si	-0.3671	14.2828	8.664	0.0902	0.0695	-0.2286
Si	3.934	3.0539	9.0043	-0.1052	0.054	-0.0193
Si	4.0341	6.6959	8.8978	-0.0562	-0.0767	-0.2065
Si	3.7181	10.6255	8.8501	0.1085	0.2405	0.0536
Si	3.3981	14.2423	8.8743	-0.27	-0.1335	-0.1318
Si	7.949	3.06	8.9344	0.0602	0.2639	-0.1063
Si	9.7293	6.4127	9.7944	0.1066	0.1756	-0.0012
Si	9.5272	10.6668	10.0995	-0.0322	0.202	-0.1733
Si	8.7655	14.2528	8.89	0.012	-0.1918	-0.054
Si	0.208	3.1375	9.022	0.1228	-0.0192	0.0396
Si	0.0834	6.7467	8.4624	0.0271	-0.3171	-0.2099
Si	1.6949	10.7651	10.0563	-0.1712	0.0841	-0.0951
Si	1.3792	13.3756	9.9741	-0.026	0.168	0.5737
Si	5.9888	3.4624	10.153	0.2433	-0.9139	0.1852
Si	6.0085	5.9218	10.2003	0.2649	0.9862	0.4652
Si	5.5134	11.4543	10.3053	-0.1433	-0.7712	0.5933
Si	4.6147	13.7491	10.8171	0.2613	0.3393	-0.435
Si	9.8311	3.9517	10.1277	0.0023	-0.1195	0.8018
Si	7.7125	6.6528	8.6809	-0.0572	-0.1613	0.0306
Si	7.4871	10.7256	8.9413	0.0349	-0.1225	-0.2234
Si	9.0071	12.9948	10.917	0.0785	0.1251	0.3483
Si	2.8398	13.8478	12.3802	-0.9862	0.0033	0.7583
Si	1.3069	8.4973	11.186	0.0458	-0.3726	0.7223
Si	7.2004	7.5217	12.7707	0.1813	-0.0169	0.0503
Si	6.5379	7.4132	17.93	0.2218	0.1414	0.0394
Si	11.8334	11.0332	14.6911	-0.1105	0.0299	0.3229
Si	14.1779	4.779	16.0778	0.0161	0.0949	0.2856
Si	9.945	7.1543	21.346	0.0616	-0.1337	-0.1684
Si	14.6936	15.1872	16.6465	-0.0573	0.0226	0.2132
Si	10.5117	3.3445	13.2181	-0.1683	-0.0273	0.2197
Si	13.9892	9.1713	13.7432	-0.0886	0.0515	0.3548
Si	9.7662	8.4294	11.0954	0.0091	-0.2886	1.1232
Si	5.9762	16.344	12.1752	0.2327	0.0953	0.515
Si	0.0456	0.8826	21.5545	0.0295	0.129	-0.3075
Si	8.0688	1.2842	16.4817	0.038	0.1365	0.068
Si	13.2727	1.2796	19.021	-0.0967	-0.0609	0.034
Si	10.7001	0.7836	14.8774	0.0439	-0.1618	0.2883
Si	8.2203	6.8399	15.5159	0.107	0.0224	0.3562
Si	5.4394	10.0537	13.2779	0.0653	0.1315	0.2564
Si	4.6098	2.4081	19.8081	-0.0606	0.071	-0.1126
Si	10.4087	8.8331	16.3653	-0.0329	0.0371	0.2408
Si	3.5004	1.124	13.9778	-0.0024	-0.0476	0.4687
Si	3.762	7.9392	18.7477	-0.1263	0.2381	0.0339
Si	2.6199	12.6609	15.1243	0.0085	0.0882	0.2991
Si	7.3768	-1.3945	13.1425	0.1775	-0.1233	0.409
Si	5.6966	12.4111	15.0376	0.034	-0.1559	0.3932
Si	7.0477	16.0582	19.0767	0.0858	-0.0041	0.0522
Si	7.9729	7.0184	24.9171	0.5032	-0.3479	-0.9708
Si	13.6096	3.8125	13.3364	0.0054	0.0043	0.0679
Si	10.2309	13.5394	13.5651	0.2129	0.0165	0.2039
Si	4.6652	5.1647	18.3658	0.0492	-0.1366	0.0934
Si	0.3303	2.7042	16.8284	-0.0742	-0.0864	0.3172
Si	1.781	7.7616	16.5075	-0.0729	0.0336	0.3282
Si	9.0827	8.7344	19.1479	0.0989	-0.072	-0.0741
Si	3.9517	16.9036	22.5547	0.0355	0.0457	-0.3315
Si	3.3694	8.5176	21.7138	-0.0466	0.0355	-0.1508
Si	6.1635	14.4345	17.0202	-0.0022	-0.1234	0.0923
Si	9.1494	3.9687	15.8039	-0.1591	0.026	0.2732
Si	9.1138	9.9674	21.8187	-0.1435	-0.2013	-0.2012
O	-0.6191	0.981	0.5403	-0.1856	-0.0689	0.2428
O	-1.9304	4.3566	-1.8593	-0.0265	0.0727	0.214
O	-0.4853	4.3926	0.4092	-0.2559	0.0997	0.6255
O	7.808	8.9863	0.8067	0.137	-0.0788	0.1591
O	-1.1689	8.3981	0.6135	0.1053	0.103	0.3172
O	8.524	12.7414	1.0127	-0.1587	-0.0776	0.3339
O	6.7373	-1.0385	-0.8485	-0.0476	0.0152	0.1084
O	7.7928	0.8524	0.6773	0.0515	-0.0333	0.197
O	8.4428	5.7647	23.9385	-0.3539	0.0444	-0.0819
O	4.6443	3.6531	-1.5289	0.0286	0.2488	0.4981
O	1.445	8.6735	0.8706	-0.2878	-0.0298	0.2588
O	3.6994	11.6928	-0.8853	-0.234	0.0394	0.1433
O	1.5677	12.0775	0.8385	-0.4656	0.1571	0.2572
O	8.3731	-1.9281	-2.6734	-0.0626	0.0266	0.3282
O	0.9983	0.2154	-1.3034	0.0026	-0.1	0.1158
O	3.272	4.2856	0.759	0.6742	0.0166	0.4914
O	1.4575	10.3541	-1.1976	0.1432	0.1277	0.3841
O	-1.5435	0.1804	-1.8938	0.1376	-0.2231	0.1943
O	-0.1963	2.517	-1.5307	-0.0911	-0.0659	0.3733
O	2.291	7.3449	21.957	0.0519	0.0449	0.2087
O	10.4166	10.8437	22.27	-0.0249	0.1278	0.4542
O	-1.2272	13.1303	-0.9693	-0.1208	-0.1963	0.2941
O	-1.9819	10.7063	-0.2947	0.1	0.2293	0.164
O	7.9754	2.8347	15.9727	0.2958	-0.075	-0.0485
O	5.6521	1.5065	18.9466	0.0794	-0.057	0.1593
O	3.0702	5.7779	-1.4597	0.0712	-0.1172	0.2246
O	6.177	1.434	-1.4208	0.0703	-0.1672	0.443
O	1.1881	7.655	-1.5327	0.1911	0.1145	0.1334
O	3.4946	8.6964	-0.8484	-0.0372	-0.0106	0.069
O	1.706	13.0863	-1.6076	0.1353	-0.0356	0.3564
O	1.6106	3.5973	16.4562	0.0737	0.0973	-0.2137
O	6.7912	15.6944	16.1481	0.0926	-0.1036	0.2048
O	4.9224	2.0755	21.3703	-0.1897	-0.1276	0.1052
O	7.1452	3.6454	-2.5061	-0.1268	0.0675	0.3805
O	8.9337	9.9872	20.1888	0.0582	-0.2465	0.2327
O	6.041	8.1718	-1.3156	-0.0647	0.1158	0.2073
O	8.5367	8.2727	12.1959	-0.0065	-0.0916	-0.1775
O	6.4064	11.864	-1.4951	-0.3526	0.0306	0.2356
O	6.4955	12.9768	16.3508	-0.294	0.2246	-0.3175
O	2.5072	4.1588	11.8207	-0.1475	-0.2002	-0.0864
O	3.8733	9.9308	13.6897	-0.0112	-0.0312	-0.1147
O	11.2859	8.3923	11.7956	0.1503	0.2238	-0.7845
O	10.1453	13.6504	11.9354	-0.2938	-0.1909	-0.0722
O	13.8486	14.0583	15.865	0.2055	-0.0798	-0.1831
O	10.461	3.5159	16.6861	-0.0142	-0.0732	-0.3025
O	4.997	1.3655	13.4155	0.0001	-0.1349	-0.3574
O	14.3836	4.7291	14.4535	-0.2154	-0.1939	-0.0449
O	6.2751	17.7455	11.4077	-0.3023	0.0803	-0.1698
O	5.5696	10.656	11.7795	-0.007	0.2739	-0.2843
O	5.4207	15.184	11.1695	-0.1791	-0.1285	0.0496
O	8.1821	1.3446	18.1121	-0.3049	-0.2102	-0.1388
O	2.5308	12.69	13.4993	0.1875	0.2646	-0.1554
O	12.9974	11.6568	15.6639	-0.0299	-0.0119	-0.451
O	9.9453	3.5068	11.7276	0.0167	0.1804	-0.4397
O	6.4243	6.6283	11.6605	-0.0938	-0.2351	-0.2722
O	7.5849	13.075	11.7884	0.17	0.1894	0.1125
O	5.254	0.2804	0.8246	-0.0481	-0.2399	0.0015
O	4.5629	14.5887	17.1609	0.0704	0.0548	-0.2004
O	6.1348	5.8474	18.1656	-0.2745	0.2116	-0.0119
O	2.339	8.2178	12.4445	-0.209	0.1938	0.0045
O	10.4799	1.7692	13.611	0.0518	0.1213	0.0555
O	7.0847	7.5655	16.419	0.1226	-0.1687	-0.104
O	3.6947	6.323	18.9889	0.2158	0.0769	-0.2057
O	9.3733	0.6199	15.7999	0.1025	0.1774	-0.1946
O	11.0906	14.7179	14.2786	-0.2392	0.0404	-0.1546
O	0.576	2.2282	18.3633	0.1947	-0.0969	-0.2057
O	4.8435	3.9637	19.4267	-0.0614	-0.0956	-0.093
O	2.5978	8.4156	17.7399	0.098	-0.2859	-0.1461
O	9.4031	8.4114	22.2333	-0.0257	0.102	-0.1294
O	14.0074	2.2827	13.5967	0.038	0.0798	-0.0328
O	0.3144	1.3933	15.8512	-0.1995	0.148	-0.2194
O	9.5389	4.1333	14.242	0.124	-0.1904	-0.0522
O	7.5516	16.0249	20.5872	0.0618	-0.0434	0.1134
O	10.769	10.1771	15.552	0.2225	-0.0882	-0.1626
O	11.9944	3.9686	13.4386	0.1477	-0.1132	-0.1397
O	6.1658	8.6235	13.3365	0.0264	-0.0312	-0.1485
O	13.8961	8.3503	15.1261	-0.0278	0.1283	-0.2602
O	2.9377	15.1971	13.2593	0.287	-0.1304	-0.1423
O	1.4551	14.0165	11.5052	0.5681	-0.2706	-0.1499
O	10.94	12.1462	13.9402	0.0856	-0.0132	-0.0438
O	5.9775	13.5324	13.8646	0.1519	0.0553	-0.1872
O	9.6293	9.2554	17.724	-0.0035	-0.1612	-0.0461
O	8.675	13.6406	14.0765	-0.1235	0.146	-0.2606
O	5.2083	8.3262	18.1098	-0.0916	-0.3675	0.0786
O	4.0216	4.6342	16.9468	-0.1835	0.1473	-0.047
O	13.4797	6.1661	16.4916	0.1746	-0.0965	-0.1507
O	10.143	7.6694	19.8093	-0.3706	0.1895	0.2476
O	6.1703	10.9887	14.4218	-0.239	0.0297	-0.3472
O	3.4997	1.001	15.6052	-0.0447	-0.1268	-0.3756
O	11.7666	8.0687	16.7566	0.0792	0.0864	-0.2179
O	6.7948	14.5351	18.5185	-0.083	0.4058	-0.2427
O	1.0281	0.5644	20.2959	-0.072	0.1941	0.1585
O	3.5559	8.7306	20.1287	0.0658	-0.1935	0.118
O	7.6521	6.5843	14.0239	0.0024	0.2293	-0.1798
O	4.1456	12.2472	15.4784	0.0594	0.1263	-0.2277
O	13.7884	0.2178	17.9154	0.108	0.1533	-0.0691
O	5.3561	5.6896	0.0029	0.0948	-0.4122	0.3948
O	7.6649	7.956	18.965	0.0074	-0.0091	-0.1551
O	3.0478	2.1075	19.4793	0.1115	-0.0773	0.0411
O	2.9639	-0.7835	0.169	0.3976	-0.1009	0.3492
O	8.6102	5.4292	16.248	0.025	0.0965	-0.3003
O	12.675	10.1388	13.6291	0.1684	-0.0633	0.1297
O	9.5054	7.8365	15.4657	-0.1967	-0.1112	-0.0192
O	7.3024	15.5997	12.8327	-0.3136	-0.0842	-0.255

Results
free energy: -64044.963 eV
free energy less fixed offsets of O -463.61, Si -117.95 eV per atom: -24.223 eV
pressure: -2.13 GPa
stress xx, yy, zz, yz, xz, xy (GPa, positive in tension): 2.31, 2.61, 1.48, -0.09, -0.15, 0.15

The program warned: the forces do not sum to zero within the program's tolerance.
